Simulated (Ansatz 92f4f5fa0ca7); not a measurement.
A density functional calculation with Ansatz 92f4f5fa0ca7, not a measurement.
Periodic cell of 220 atoms, Si132O88, from a study of silicon, its oxide and their interface. The atomic structure is a simulated model.
This geometry differs little from another in the collection (a relaxation step or a small displacement).

Settings
functional: r2SCAN
potential files: Ansatz PAW
basis: plane waves
wave-function cutoff: 800 eV
density cutoff ratio: 5
exchange-correlation grid ratio: 1
k mesh: 2 x 2 x 1, shifted by 0.5 0.5 0 of a step
self-consistency stop: 1e-10 eV per atom in the density residual
occupations: fixed
spin: none
net charge: 0

Cell vectors (angstrom)
a  10.88  0  0
b  0  10.88  0
c  0  0  32.0585

Atoms and the computed forces on them: element, x, y, z (angstrom), force x, y, z (eV/angstrom)
Si  0.1701  -0.9551  -0.3532  0.0059  -0.0117  -0.0311
Si  2.7433  2.4117  0.0102  0.0277  -0.003  -0.0312
Si  1.0269  3.2151  -1.3256  -0.0049  0.0173  0.0081
Si  2.0802  7.6442  -0.0973  -0.0135  0.0141  0.01
Si  4.658  0.0802  -0.2504  0.005  -0.0216  0.0175
Si  8.4635  4.1424  0.4984  0.031  -0.014  -0.0159
Si  4.7925  6.2262  -0.6789  -0.0013  0.0145  -0.0388
Si  7.899  8.1066  -0.1843  0.0063  0.0106  -0.0397
Si  1.5473  1.2176  1.5524  0.0195  -0.047  -0.0126
Si  3.9354  3.9908  1.1856  0.0237  -0.004  -0.0651
Si  0.9108  6.216  1.2796  -0.0019  -0.0114  -0.0472
Si  3.8705  9.6406  1.5195  -0.0158  0.0294  -0.0898
Si  6.9023  1.5226  1.3553  -0.0132  0.0147  -0.0647
Si  10.7655  4.1382  0.6252  -0.0155  0.0202  -0.0802
Si  6.3364  6.9557  1.0588  -0.02  0.0135  -0.0153
Si  9.36  9.3527  1.1303  0.0189  -0.0017  0.0023
Si  0.1214  2.73  2.5427  -0.0448  0.0161  0.0237
Si  2.7312  0.0029  3.0476  0.0148  0.0228  0.001
Si  -0.181  7.954  2.5217  -0.0035  0.0401  -0.0356
Si  2.6928  5.4087  2.5973  -0.0176  0.0131  -0.0056
Si  5.3496  2.7285  2.6339  -0.0083  0.0012  -0.0485
Si  8.2493  0.0284  2.5409  0.0054  -0.022  -0.0317
Si  5.3902  8.3264  2.6513  0.0254  -0.0409  -0.0338
Si  7.7477  5.473  2.3501  0.0156  -0.0389  0.0178
Si  1.4381  4.0155  4.004  -0.0134  -0.0147  -0.0185
Si  4.1406  1.4105  4.163  0.0201  0.0106  -0.0433
Si  1.2084  9.3647  3.9659  0.001  -0.012  -0.0318
Si  4.0314  6.8515  3.9183  -0.0058  -0.0177  -0.0201
Si  6.6866  4.1064  3.9414  0.0288  0.0269  -0.0157
Si  9.535  1.4351  3.8874  0.0027  0.0109  -0.0269
Si  6.871  9.5847  3.9496  0.0037  0.0071  -0.0148
Si  9.3174  6.662  3.8411  -0.0145  -0.004  0.0089
Si  -0.0465  -0.001  5.2614  -0.0069  -0.0061  -0.009
Si  2.732  2.7229  5.4519  -0.0142  0.0256  -0.0021
Si  -0.0538  5.3843  5.2313  0.0022  0.0211  -0.0097
Si  2.6534  8.1081  5.3262  -0.0024  -0.0053  0.0079
Si  5.5199  0.0004  5.3874  0.0266  -0.0058  -0.0048
Si  8.1296  2.7456  5.2587  0.0027  -0.0147  -0.013
Si  5.3753  5.4784  5.302  -0.005  0.0009  0.0064
Si  8.1501  8.1352  5.2787  -0.0116  -0.0156  0.0061
Si  1.3404  1.2868  6.6708  -0.0212  -0.0131  -0.0102
Si  4.0894  4.1139  6.7274  0.0049  0.0171  -0.0122
Si  1.3143  6.7381  6.6658  -0.0059  -0.0089  -0.0029
Si  4.0748  9.4855  6.6338  0.0077  -0.0009  -0.0173
Si  6.8557  1.3831  6.7137  0.0216  -0.0117  0.0032
Si  9.5221  4.0416  6.64  -0.0017  0.0141  0.0162
Si  6.7792  6.8139  6.6325  0.0013  0.0034  0.0023
Si  9.5117  9.5232  6.651  0  0.0168  0.0014
Si  -0.0067  2.6655  8.0142  -0.0109  -0.0022  0.0119
Si  2.7227  -0.0578  8.0016  0.0041  -0.006  0.0038
Si  0.0266  8.1839  8.006  0.0043  0.0015  -0.0057
Si  2.7093  5.4204  8.0719  -0.0048  0.0122  0.0043
Si  5.4784  2.7507  8.0454  0.0071  0.0019  0.0094
Si  8.1923  -0.006  8.0689  0.0023  0.0108  -0.0046
Si  5.4437  8.1521  8.007  0.0086  -0.0145  0.01
Si  8.1899  5.4716  7.9549  -0.0062  -0.0175  -0.0001
Si  1.3726  3.9959  9.382  0.0103  -0.006  0.0005
Si  4.0908  1.312  9.3026  -0.0092  -0.0039  0.0144
Si  1.4225  9.4673  9.4242  0.0046  0.0045  0.0189
Si  4.1214  6.7958  9.3823  0.0006  0.0024  -0.0104
Si  6.8516  4.1595  9.3493  0.0221  0.0163  -0.0097
Si  9.5529  1.3464  9.4483  0.0028  -0.0031  0.0136
Si  6.8197  9.4841  9.3814  -0.0073  -0.0104  0.0033
Si  9.5451  6.824  9.3321  -0.0075  0.0037  0.0277
Si  0.0725  -0.0376  10.7833  0.019  -0.0034  0.0028
Si  2.7776  2.6226  10.7163  -0.0223  -0.0151  0.0015
Si  0.0363  5.4458  10.6507  -0.0014  0.0271  0.0036
Si  2.8017  8.0862  10.7946  -0.0097  -0.0119  0.0219
Si  5.4113  -0.0488  10.6717  -0.0006  -0.0048  0.0168
Si  8.1876  2.8317  10.713  -0.0281  0.0061  0.0186
Si  5.5401  5.5114  10.7628  0.0113  0.0221  0.0081
Si  8.1955  8.1263  10.7576  -0.0169  -0.0487  -0.0116
Si  1.452  1.2973  12.1593  0.0286  0.0047  0.0276
Si  4.2063  4.019  11.9479  0.0302  -0.0175  0.0908
Si  1.5461  6.5372  12.0687  -0.0168  0.0457  -0.003
Si  4.1892  9.4344  12.1396  0.0165  -0.0198  0.0364
Si  6.705  1.4516  11.8915  0.0087  -0.0329  0.0265
Si  9.5622  4.2309  12.0758  -0.0023  0.0215  0.06
Si  6.9183  6.8047  12.2555  0.0038  0.0153  0.015
Si  9.5335  9.5019  12.1032  0.024  -0.035  0.0399
Si  0.1004  2.8701  13.2865  -0.031  0.0311  0.0268
Si  2.7604  -0.1938  13.4897  0.0112  -0.0132  0.0247
Si  0.5409  7.5733  13.8454  0.0166  0.0673  -0.0242
Si  2.824  5.0819  13.4445  0.0995  0.034  0.1073
Si  5.5593  2.8365  13.3986  -0.0354  0.0165  -0.014
Si  8.167  0.2084  13.1058  -0.0231  0.0186  -0.0075
Si  5.7109  8.2961  13.6173  -0.0073  0.0126  0.0431
Si  8.3353  5.5196  13.6771  -0.0016  -0.0103  0.0482
Si  1.3173  4.0104  14.9134  0.0149  -0.0098  0.0144
Si  4.1386  0.8053  15.046  0.0218  0.0182  -0.0122
Si  1.9454  9.025  14.9712  0.0204  0.0062  0.0042
Si  4.4116  7.2115  15.2545  -0.0449  -0.0619  -0.045
Si  7.2116  3.7907  14.7305  0.0095  0.0268  0.0114
Si  9.3857  1.6759  14.3872  -0.0066  -0.0081  0.0203
Si  6.8196  10.098  14.6562  0.0051  -0.0209  0.0015
Si  11.3131  6.0281  15.7706  -0.0354  0.0029  0.0225
Si  6.534  8.8494  18.8054  -0.0002  0.0006  -0.0096
Si  -2.6472  -1.5121  16.334  0.0047  0.01  -0.0014
Si  1.4389  6.5996  18.7728  -0.0031  0.0046  0.0007
Si  2.1368  1.776  17.1381  0.0042  -0.0079  -0.0028
Si  -0.4962  -4.937  24.8978  0.0004  -0.0006  0.0034
Si  5.6276  5.0943  17.2016  0.0067  0.0072  -0.021
Si  7.2466  -12.1711  24.3384  0.0079  -0.0075  0.0087
Si  -0.0612  10.7759  16.5998  -0.0005  -0.0055  0.0037
Si  7.8254  -4.6737  18.8404  0.0044  -0.007  -0.0114
Si  3.8947  7.8489  19.8937  -0.0016  -0.0099  -0.0156
Si  5.7987  -2.2578  26.8661  0.0052  0.0024  0.007
Si  10.1352  0.6252  27.0416  0.0009  0.0002  0.0031
Si  3.2418  5.1278  20.4791  -0.0028  0.0038  -0.003
Si  10.0602  -0.7549  24.5362  0.0037  -0.0046  0.006
Si  5.3677  0.5891  22.7396  0.0159  0.0092  0.0255
Si  -0.8517  6.0429  20.7699  0.0038  -0.0007  0.0043
Si  -1.772  6.4731  15.8652  -0.0234  -0.0012  0.0164
Si  12.6622  10.6712  23.575  -0.0099  -0.0035  0.0029
Si  9.0252  7.6458  23.2555  0.0042  -0.0008  0.0015
Si  4.2101  13.875  18.8608  -0.0045  0.0077  -0.0166
Si  4.9058  2.5492  25.0173  0.018  0.01  -0.0088
Si  2.475  4.0287  25.1689  -0.0103  0.011  0.006
Si  -7.1693  -0.5639  21.5319  -0.0245  -0.0055  -0.0065
Si  1.1634  5.0407  22.7268  -0.0056  0.0052  0.002
Si  1.4991  6.5725  26.8424  -0.0017  0.0021  0.0066
Si  2.8467  9.3074  26.0178  -0.0026  -0.0094  0.006
Si  5.6431  0.6547  19.9199  0.0063  0.0001  -0.0108
Si  11.4241  4.7637  28.9642  0.0004  0.007  0.0108
Si  7.9721  12.0771  28.8543  0.0026  0.0062  0.0077
Si  -0.1828  1.4061  29.7387  -0.0029  -0.0165  -0.003
Si  3.0253  1.3633  25.7403  -0.0257  -0.0143  0.0136
Si  20.7594  -7.3599  26.5174  -0.0059  -0.0003  0.0055
Si  -4.0103  14.2885  27.2066  0.0088  0.0047  0.0184
Si  6.3048  9.8182  29.7498  -0.0063  0.0005  0.0091
Si  6.2157  6.0349  28.5104  0.0005  0.0013  0.0134
Si  8.7039  5.8677  30.1806  0.0063  -0.0108  0.0092
O  -0.3277  -0.0366  -1.5816  0.0028  0.0024  0.0118
O  1.0718  -0.013  0.5794  0.0103  0.0212  -0.0061
O  4.6327  4.6983  -0.1493  -0.021  -0.0012  0.0248
O  -0.0183  6.6979  -5.8082  0.0051  -0.0019  -0.0027
O  -0.7366  5.4495  -2.4072  0.0055  -0.0077  -0.0141
O  -6.8182  3.9395  -7.2304  0.0009  -0.0068  0.0022
O  1.1003  8.6821  -0.919  -0.012  0.0128  -0.0182
O  3.3442  6.9795  -0.8885  0.0143  -0.0192  0.0125
O  3.7677  1.3498  -0.7265  -0.0214  0.0194  0.0019
O  6.2677  2.8787  -6.2454  -0.0092  -0.0068  -0.0098
O  5.8015  -3.7892  -4.6933  -0.0005  0.0036  -0.0074
O  2.7461  8.5308  1.079  0.0082  -0.0114  -0.0149
O  7.7713  6.2256  -3.1404  -0.0007  -0.0012  -0.0018
O  7.9649  4.7372  -0.9606  -0.0032  0.0048  -0.005
O  8.9979  7.118  -0.894  -0.003  -0.0029  0.0041
O  7.8374  13.5135  0.5898  0.0094  -0.0318  -0.011
O  3.7872  5.9728  14.4295  -0.0637  0.0244  -0.0165
O  -5.3138  0.0735  15.3264  0.001  0.0129  0.0022
O  6.6243  10.3675  19.3649  -0.0049  0.0038  0.0075
O  -0.5537  0.7717  15.3505  -0.0022  0.003  -0.0119
O  3.2468  8.2873  15.6766  -0.0148  -0.0075  -0.0003
O  2.4513  7.8217  19.1384  0.0013  0.0036  0.0104
O  1.1617  17.4034  17.1827  0.0086  0.0101  -0.0158
O  6.4609  5.3955  18.5582  0.007  0.0051  0.0069
O  8.3228  2.6499  15.1958  0.003  -0.0004  -0.0076
O  6.5416  4.3515  16.1035  -0.0069  -0.0069  0.0118
O  8.5281  -4.6557  17.3729  -0.0172  0.0067  0.0195
O  11.8384  -1.2735  16.1432  -0.0021  -0.0051  -0.0134
O  3.2802  11.7452  16.4221  -0.0102  0.0085  0.0114
O  5.4752  12.8432  18.975  -0.0001  -0.0101  0.0089
O  15.3578  13.1907  14.5429  -0.0228  -0.0322  0.0461
O  8.933  8.0776  15.6499  0.005  -0.0232  -0.0054
O  -0.6287  8.6249  13.295  0.0585  -0.0599  0.1053
O  5.0589  6.4932  16.5782  0.0035  -0.0196  0.0017
O  4.4727  4.07  17.6727  -0.0027  -0.0048  0.0104
O  -3.8551  -1.9858  17.2866  0.001  -0.0064  0.0113
O  -1.4488  10.1355  17.182  -0.0098  -0.0048  0.0052
O  0.8132  11.7835  17.5276  0.0018  0.001  0.0016
O  2.7964  2.2978  18.5064  0.0045  0.001  0.0102
O  1.7614  2.9939  16.1298  -0.0084  0.0059  -0.0035
O  3.888  -2.1598  21.2589  0.0086  0.0068  0.0095
O  9.9866  1.9609  26.134  -0.0001  0.0044  -0.0006
O  10.1296  -2.2516  23.9416  -0.0024  0.0082  -0.0006
O  2.15  5.2258  19.2715  -0.0003  0.0011  0.0024
O  4.4246  8.9772  26.1013  -0.0037  0.003  0.0012
O  10.8361  -5.9921  21.6148  0.0043  0.0006  0.0036
O  4.9922  -2.4681  18.8671  -0.0054  0.0049  -0.0035
O  4.292  6.3395  20.3115  -0.0013  0.0034  0.0006
O  2.504  5.3661  21.8938  0.0018  0.0021  0.0013
O  -1.925  -4.4694  24.3071  -0.0008  0.0012  -0.0008
O  0.0948  -4.1092  19.6656  0.0056  -0.0027  -0.0062
O  8.6798  0.3062  27.6906  -0.0012  0.0041  -0.0014
O  8.5183  10.5997  24.452  -0.001  0.0059  -0.0013
O  -0.6302  4.3669  25.2069  0.0017  0.0026  -0.0036
O  7.4798  -3.1918  19.4557  0.0012  -0.0022  0.0051
O  11.4967  -4.6802  23.7273  -0.0001  -0.0043  -0.002
O  8.7679  -5.4245  19.928  -0.011  -0.0011  -0.0039
O  5.2606  1.9891  23.5412  0.0016  -0.0168  -0.0047
O  4.0088  3.7191  20.3075  -0.0008  0.0021  0.0051
O  6.9594  -1.9589  25.7819  -0.0044  0.0042  -0.0055
O  2.141  8.0658  26.8047  -0.0032  0.0013  0.0022
O  9.4649  -3.7095  21.7895  -0.0024  0.0071  0.008
O  4.0972  0.1329  20.1008  -0.0023  -0.0027  0.0024
O  13.1311  5.4451  25.9305  0.0046  -0.0055  -0.01
O  16.9162  -1.3717  28.1963  -0.0006  -0.002  -0.0028
O  11.1867  11.8342  28.2333  -0.0063  0.0005  -0.0006
O  12.3533  5.9743  28.3631  -0.0004  -0.0015  -0.0051
O  -3.2667  8.4308  23.2521  -0.0022  0.0012  0.0028
O  19.2633  3.9118  26.9812  0.0016  -0.0023  -0.0047
O  2.5775  1.0432  24.1948  0.0021  -0.0024  0.0026
O  1.6258  3.8843  23.7744  0.0036  0.0021  -0.0049
O  6.0006  -0.4581  23.8034  -0.0139  0.0166  -0.0208
O  2.7157  -0.018  26.5867  0.0189  0.0114  -0.0171
O  4.8801  -0.8091  30.4668  0.0055  0.0004  -0.007
O  5.9783  -6.2955  27.8463  -0.001  -0.0024  -0.0059
O  5.3544  6.1963  29.8618  -0.005  -0.0026  -0.0041
O  0.2007  0.0969  23.6332  0.0058  -0.0002  0.0007
O  2.2515  -1.4971  24.4925  -0.0029  0.0027  -0.0007
O  2.1771  10.505  22.0219  0.0042  0.0025  0.0091
O  2.1499  2.7177  26.1237  0.0051  -0.0033  -0.0109
O  -4.6414  11.8561  21.4031  -0.0072  0.0014  0.0054
O  7.2336  0.2391  29.8839  0.0006  0.0012  -0.0075
O  17.962  8.6799  30.5757  0.002  0.0028  0.0118
O  6.864  13.0688  28.2579  0.0017  -0.0002  -0.0034
O  9.1715  12.8932  29.5908  0.0103  -0.0017  -0.0036
O  -0.3223  10.2701  26.0854  -0.0065  0.0011  -0.0081
O  6.1073  0.6209  32.3152  -0.0127  0.0133  -0.0038
O  10.9081  3.8809  27.7082  -0.0026  -0.0047  -0.012

Results
free energy: -134614.734 eV
free energy less fixed offsets of O -570.45, Si -639.56 eV per atom: 6.786 eV

The program warned: the cutoff lies below the one the program advises for these potential files; the forces do not sum to zero within the program's tolerance; empty levels may hold ghost states of the PAW files; the exchange-correlation potential is rough where the density is thin.
